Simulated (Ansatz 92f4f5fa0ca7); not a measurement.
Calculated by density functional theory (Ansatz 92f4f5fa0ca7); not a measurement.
Periodic cell of 306 atoms, Si196O110, from a study of silicon, its oxide and their interface. The atomic structure is a simulated model.

Settings: functional PBE; potential files Ansatz PAW; basis plane waves; wave-function cutoff 700 eV; density cutoff ratio 5; exchange-correlation grid ratio 1; k mesh 2 x 2 x 1, shifted by 0.5 0.5 0.5 of a step; self-consistency stop 5e-08 eV per atom in the density residual; occupations fixed; spin none; net charge 0.

Cell vectors (angstrom)
a 11.6015 0 0
b 0 10.938 0
c 0 0 42.2323

Atoms: element, x, y, z (angstrom)
Si 0 0 0.9665
Si 3.8672 0 0.9665
Si 7.7343 0 0.9665
Si 1.9336 1.3673 0.9665
Si 5.8008 1.3673 0.9665
Si 9.6679 1.3673 0.9665
Si 0 5.469 0.9665
Si 3.8672 5.469 0.9665
Si 7.7343 5.469 0.9665
Si 1.9336 6.8362 0.9665
Si 5.8008 6.8362 0.9665
Si 9.6679 6.8362 0.9665
Si 1.9336 2.7345 41.2652
Si 5.8008 2.7345 41.2652
Si 9.6679 2.7345 41.2652
Si 0 4.1018 41.2652
Si 3.8672 4.1018 41.2652
Si 7.7343 4.1018 41.2652
Si 1.9336 8.2035 41.2652
Si 5.8008 8.2035 41.2652
Si 9.6679 8.2035 41.2652
Si 0 9.5708 41.2652
Si 3.8672 9.5708 41.2652
Si 7.7343 9.5708 41.2652
Si 0 0 4.8337
Si 3.8672 0 4.8337
Si 7.7343 0 4.8337
Si 1.9336 1.3673 4.8337
Si 5.8008 1.3673 4.8337
Si 9.6679 1.3673 4.8337
Si 0 5.469 4.8337
Si 3.8672 5.469 4.8337
Si 7.7343 5.469 4.8337
Si 1.9336 6.8362 4.8337
Si 5.8008 6.8362 4.8337
Si 9.6679 6.8362 4.8337
Si 1.9336 2.7345 2.9001
Si 5.8008 2.7345 2.9001
Si 9.6679 2.7345 2.9001
Si 0 4.1018 2.9001
Si 3.8672 4.1018 2.9001
Si 7.7343 4.1018 2.9001
Si 1.9336 8.2035 2.9001
Si 5.8008 8.2035 2.9001
Si 9.6679 8.2035 2.9001
Si 0 9.5708 2.9001
Si 3.8672 9.5708 2.9001
Si 7.7343 9.5708 2.9001
Si -0.6278 1.3997 30.3058
Si 4.0618 -0.0922 31.3618
Si 7.6901 0.0026 31.6835
Si 2.1354 2.2617 31.4957
Si 5.8326 1.4495 31.4822
Si 9.7885 0.8988 32.2067
Si 0.3437 5.302 31.581
Si 3.424 4.8241 31.5637
Si 7.6566 5.2868 31.1295
Si 2.6349 8.6554 29.9402
Si 5.8333 6.8377 31.1323
Si 9.9629 7.5056 31.5792
Si 1.9007 2.8195 33.7325
Si 5.7614 2.7016 33.528
Si 9.5861 2.7528 33.611
Si -0.0655 4.0703 33.5599
Si 3.8655 4.1019 33.72
Si 7.6739 4.1179 33.3226
Si 2.0627 8.6878 32.9166
Si 5.6972 8.0476 33.3527
Si 9.4715 8.4324 33.6363
Si -0.5858 10.1837 33.4676
Si 4.0433 9.7111 33.4499
Si 7.4591 9.585 33.5917
Si -0.1171 0.1172 35.5684
Si 3.8719 0.0219 35.4562
Si 7.6395 0.029 35.5169
Si 1.8975 1.3233 35.5045
Si 5.7609 1.4192 35.5135
Si 9.545 1.457 35.5822
Si -0.0956 5.4622 35.4672
Si 3.8554 5.5239 35.5484
Si 7.6945 5.4768 35.3351
Si 1.849 6.7736 35.4774
Si 5.7765 6.8481 35.4087
Si 9.6076 6.8798 35.4278
Si 1.8999 2.7357 37.4026
Si 5.7698 2.7809 37.426
Si 9.586 2.7956 37.4768
Si -0.0518 4.0948 37.4009
Si 3.8258 4.1061 37.4286
Si 7.6821 4.1667 37.3566
Si 1.9017 8.2142 37.3711
Si 5.7894 8.1998 37.3737
Si 9.6221 8.1971 37.3982
Si -0.0482 9.5641 37.3992
Si 3.8536 9.5645 37.3783
Si 7.7041 9.5718 37.4153
Si 0 0 39.3316
Si 3.8672 0 39.3316
Si 7.7343 0 39.3316
Si 1.9336 1.3673 39.3316
Si 5.8008 1.3673 39.3316
Si 9.6679 1.3673 39.3316
Si 0 5.469 39.3316
Si 3.8672 5.469 39.3316
Si 7.7343 5.469 39.3316
Si 1.9336 6.8362 39.3316
Si 5.8008 6.8362 39.3316
Si 9.6679 6.8362 39.3316
Si 2.0042 2.7466 6.713
Si 5.8482 2.7363 6.7918
Si 9.7036 2.7544 6.7728
Si 0.0626 4.0653 6.7022
Si 3.9307 4.1154 6.7518
Si 7.7619 4.1278 6.8231
Si 1.9606 8.178 6.812
Si 5.8534 8.1673 6.8087
Si 9.6904 8.1523 6.7724
Si 0.0082 9.525 6.7579
Si 3.9212 9.5126 6.739
Si 7.7701 9.5581 6.7678
Si 0.0359 -0.0195 8.6556
Si 3.9613 -0.0537 8.6364
Si 7.7931 0.0605 8.6455
Si 1.9937 1.2335 8.4963
Si 5.8394 1.3808 8.7469
Si 9.7238 1.3922 8.7063
Si 0.1276 5.3429 8.6506
Si 3.9359 5.4831 8.6855
Si 7.7565 5.4585 8.8331
Si 1.9956 6.8086 8.781
Si 5.8516 6.8817 8.8352
Si 9.766 6.6911 8.653
Si 2.0921 2.3655 10.4917
Si 5.8586 2.7482 10.7268
Si 9.7204 2.7231 10.6878
Si 0.166 3.8724 10.5286
Si 3.843 3.9064 10.4134
Si 7.7695 4.1111 10.8205
Si 2.0925 8.2534 10.7057
Si 5.9849 8.2928 10.797
Si 9.9032 8.2004 10.3989
Si 0.1743 9.6185 10.6159
Si 3.9174 9.7212 10.6924
Si 7.9607 9.5341 10.4533
Si -0.5333 -0.5471 12.7738
Si 3.0728 0.7219 12.0078
Si 7.8452 -0.1418 12.4572
Si 1.9797 0.6948 14.1075
Si 5.224 1.4182 12.6359
Si 9.5782 1.3709 12.6074
Si 0.0174 5.59 13.1806
Si 3.9311 5.1187 13.2394
Si 7.0743 5.0303 12.9938
Si 2.393 7.5619 12.963
Si 7.1253 7.4102 12.8139
Si 9.5648 7.6886 12.6429
O 7.8878 4.2866 14.2128
O 2.8622 10.9161 15.3137
O -3.6237 7.7428 18.7465
O 7.4872 2.0076 15.6299
O 2.4691 8.8313 13.9803
O 10.4478 8.937 13.3254
O 11.8766 4.3477 14.189
O 0.2315 16.0205 11.6596
O 5.4852 4.6538 13.3226
O 1.7103 2.2059 14.6492
O 3.0324 4.4743 14.4306
O 9.5973 2.2577 14.0212
O 3.2226 7.5586 28.9093
O 12.4021 9.708 32.6856
O 5.976 8.0406 29.9795
O 1.1801 8.9842 29.2912
O 10.3059 8.636 30.4415
O -0.362 10.9534 29.4987
O 11.3968 6.8026 31.9052
O 10.3143 2.3324 29.1439
O 7.7776 9.9682 30.3345
O 5.7516 2.5861 30.2738
O 1.9521 5.5057 31.4612
O -0.2706 4.861 30.1236
Si 6.5816 3.258 29.044
Si 6.0644 12.1535 15.596
Si 8.3647 6.6978 24.8457
Si -0.3938 9.3624 29.2814
Si 3.364 3.928 19.7382
Si 5.7896 5.3385 21.2602
Si 5.3863 5.999 24.4308
Si 3.1729 8.1855 25.2383
Si 4.6052 4.4064 26.9892
Si 8.5847 3.0524 15.0321
Si 1.0615 6.3312 22.2928
Si 12.7297 3.4761 21.4325
Si 3.9507 0.0877 25.5466
Si 2.904 9.2914 15.4851
Si 7.7772 7.3316 17.1983
Si 7.718 14.2612 19.7768
Si 5.326 9.7289 19.7037
Si 5.3157 1.7336 18.5656
Si 1 5.0012 17.7885
Si 2.3523 13.381 26.6317
Si 2.4984 6.6892 27.7431
Si 6.6233 11.5397 27.1913
Si 1.6298 3.7916 14.9316
Si 9.2664 1.1589 25.6252
Si 9.5585 3.8338 24.1956
Si 6.9761 9.1139 29.2008
Si 11.0993 2.631 27.7399
Si 4.8936 7.9197 17.223
Si 9.4552 4.7257 17.5172
Si 10.7869 10.8758 23.3052
Si 2.5842 8.6845 20.8469
Si 2.0883 7.8165 17.9454
Si 2.1751 10.2757 23.3514
Si 7.5283 7.9178 20.2944
Si 10.0453 2.475 21.5274
Si 7.2553 9.3648 14.9987
Si -1.7048 -2.9501 22.4007
Si 1.0005 4.1023 24.2743
Si -0.354 5.414 28.5872
Si 9.4012 7.7519 27.6865
O 10.2319 1.0813 22.309
O 3.5946 5.5676 27.421
O 2.6956 0.8992 26.2253
O 4.3435 8.605 15.8415
O 6.1751 6.9242 16.9666
O 4.1718 8.9427 20.5586
O 1.0831 6.0649 28.2087
O 4.0033 9.4319 25.9219
O 10.5123 9.4698 22.5649
O 0.7751 11.06 23.6577
O 1.909 8.8976 16.7273
O 7.9864 8.1737 28.3552
O 2.4207 8.0648 31.4436
O 6.7384 6.807 24.8846
O 4.1697 7.0848 24.561
O 8.8184 2.4984 24.7876
O 10.4971 8.9739 27.8449
O 6.7438 9.3615 20.45
O 5.8276 4.3305 28.072
O 6.7842 13.2681 18.9056
O 1.0384 6.6252 17.6364
O 8.4768 4.3623 18.775
O 2.2306 7.3352 21.7252
O 2.1685 8.8198 24.1162
O 9.9254 10.9548 24.6785
O 8.9372 7.5928 23.6338
O 12.5492 5.088 21.2525
O 3.7861 3.0064 27.1702
O 8.076 8.6068 16.2011
O 6.3308 10.2382 28.1702
O 1.127 2.365 27.7124
O 1.4531 4.1326 16.4967
O 1.145 3.0818 23.0127
O 6.4842 6.7363 20.7604
O 9.0822 7.3083 26.1647
O 9.4112 3.6332 16.3056
O 5.3752 0.7115 26.1008
O 2.225 7.5338 26.382
O -0.1576 13.7086 20.7208
O 5.1415 4.7329 25.4658
O 1.823 8.5488 19.3933
O -2.6596 7.9071 21.0895
O 5.0713 11.3359 19.5047
O 8 0.4196 26.3316
O 13.0038 5.6327 23.7674
O 3.6125 7.1695 17.9115
O 2.1525 9.9923 21.736
O -0.5994 4.7382 18.0738
O 8.8485 6.1314 16.8951
O 5.3863 -1.8128 18.1932
O -0.414 7.0065 22.312
O 11.061 4.0539 24.793
O 9.6878 3.6947 22.5707
O 2.5729 3.0217 20.8499
O 6.4786 8.2019 14.1329
O 5.5007 5.4384 22.8824
O 6.2947 -0.4015 15.5807
O 1.9508 3.5105 25.4464
O 5.2242 12.4069 16.9627
O 4.3777 5.0189 20.4576
O 3.5208 0.1364 23.9236
O 8.8157 2.3579 20.4875
O 6.8442 4.1292 20.9077
O 4.2006 2.8767 18.8428
O 2.1623 4.6288 18.8782
O 10.425 1.6652 26.6393
O 10.8843 4.2305 27.5321
O 8.6756 5.1189 24.6121
O 13.2754 -3.3962 34.0112
O 3.7766 -1.1033 30.0701
O 3.323 4.6674 11.8072
O 8.9298 6.3347 31.0545
O -3.8912 4.1963 29.8445
O 6.9336 1.9713 28.07
O 5.2642 1.7712 14.2646
O 10.1352 6.2661 13.3152
O 12.1201 -0.0436 13.937
O 2.668 0.7546 31.3092
O 17.8072 0.0879 12.492
O 12.7317 6.7074 13.5309
O -1.5607 6.4817 28.4679
O 3.8017 6.7462 13.2489
O 8.2309 10.1303 13.9426
O 12.3085 2.2502 30.7246
O 3.1722 3.3607 30.7951
O 4.52 5.8399 30.8723

Results
free energy: -187180.286 eV
free energy less fixed offsets of O -569.03, Si -635.61 eV per atom: -7.426 eV

Forces (eV/angstrom), in the order of the atoms: element, x, y, z
Si 0.0056 -0.0047 -0.0032
Si -0.0109 0.0028 -0.0116
Si 0.0048 -0.021 -0.0002
Si -0.0021 0.0339 -0.0051
Si -0.0015 -0.0101 0.0055
Si 0.003 0.0211 0.0167
Si -0.0022 -0.0266 -0.0095
Si 0.0024 -0.032 0.0011
Si 0.0009 0.0475 -0.0045
Si -0.0053 -0.0291 0.0058
Si -0.0087 -0.0331 0.0076
Si 0.0133 0.0182 -0.004
Si -0.0071 -0.03 0.0122
Si -0.0137 -0.0142 0.0147
Si 0.0021 -0.0678 0.0423
Si -0.005 0.0103 -0.0025
Si -0.0146 0.036 0.0111
Si -0.0059 -0.0786 -0.0368
Si -0.0144 0.0357 -0.0214
Si -0.0237 0.0454 -0.0313
Si 0.0011 -0.0044 -0.0096
Si -0.0259 0.025 0.023
Si 0.007 0.0004 0.0085
Si -0.0136 0.0275 0.0025
Si -0.0038 -0.1139 0.1199
Si 0.0339 -0.1286 -0.0048
Si 0.0541 -0.1322 -0.0165
Si 0.1282 -0.0813 -0.2746
Si 0.0533 0.0303 0.184
Si -0.0277 0.0553 0.1065
Si 0.0595 0.066 -0.2636
Si 0.0743 0.0489 -0.1524
Si 0.017 -0.0206 0.1807
Si 0.0088 -0.0301 0.1989
Si 0.1086 -0.0805 0.1481
Si -0.0368 -0.0841 -0.1576
Si 0.0065 -0.0689 -0.0521
Si 0.0092 0.0143 -0.0033
Si 0.011 -0.0118 -0.0116
Si 0.0063 0.0429 -0.0164
Si 0.0011 0.0234 0.0081
Si 0.0151 -0.0788 0.052
Si 0.0186 0.0509 0.0341
Si 0.0123 0.0602 0.0323
Si 0.0077 -0.0207 0.0016
Si 0.0027 0.0244 -0.0227
Si 0.0216 0.0256 -0.0177
Si 0.0128 0.0322 -0.0131
Si 0.011 0.005 -0.0056
Si 0.0015 0.0056 0.0243
Si -0.0216 0.0243 -0.0296
Si -0.0041 -0.0223 -0.0112
Si 0.0103 -0.0207 -0.0223
Si 0.0242 0.0065 0.0097
Si 0.0076 0.0323 -0.0189
Si 0.004 0.0336 -0.0252
Si 0.0027 0.0352 -0.0277
Si 0.0079 0.0006 -0.006
Si -0.0061 -0.0121 0.0087
Si -0.0055 -0.0285 -0.0038
Si 0.0178 -0.0154 -0.009
Si -0.0192 -0.0595 0.0204
Si 0.0094 -0.0802 0.0016
Si 0.0017 0.0206 -0.0032
Si 0.0118 0.029 -0.0055
Si -0.0138 0.0564 -0.0008
Si 0.0067 0.034 0.0324
Si -0.0008 -0.0187 -0.002
Si -0.0063 0.0185 -0.0029
Si 0.0238 -0.0326 -0.0228
Si -0.0519 -0.0149 -0.0044
Si 0.0361 -0.0365 0.0259
Si 0.0103 -0.0038 0.031
Si 0.0375 -0.0759 -0.0286
Si -0.0331 -0.0786 -0.0303
Si -0.0269 0.0302 0.0406
Si 0.0317 0.0531 -0.0171
Si 0.0161 0.0374 -0.0173
Si -0.0668 -0.0261 -0.0059
Si 0.0091 -0.0371 0.0135
Si 0.0011 -0.0711 -0.0156
Si -0.0091 0.0687 -0.0508
Si -0.0015 0.0658 -0.0173
Si 0.0237 0.036 0.0143
Si 0.0251 -0.0464 0.0081
Si 0.0312 -0.0464 0.006
Si -0.0332 -0.0413 0.001
Si 0.0192 0.0561 -0.0062
Si -0.0214 0.0517 -0.0108
Si 0.0167 0.0314 -0.0065
Si -0.0058 -0.0475 0.0187
Si -0.0008 -0.0358 -0.008
Si 0.0088 -0.0341 -0.0246
Si 0.0041 0.0356 0.0022
Si 0.0051 0.0442 0.0127
Si -0.0065 0.0372 0.0014
Si -0.0314 -0.0334 -0.0378
Si -0.0124 -0.0449 -0.1585
Si -0.018 0.0356 0.1049
Si -0.0389 0.0293 0.0264
Si 0.0112 0.066 0.0159
Si -0.1125 0.0114 0.2605
Si -0.0073 0.003 -0.027
Si -0.053 0.0793 0.1914
Si -0.0945 0.1983 -0.0891
Si -0.0204 0.0596 -0.1539
Si 0.005 0.0112 -0.1034
Si -0.0538 -0.0147 0.0179
Si 0.0005 -0.0372 0.0093
Si -0.0033 -0.054 -0.0216
Si -0.0153 -0.0413 -0.0232
Si -0.0106 0.0272 0.0206
Si 0.0013 0.0392 0.025
Si -0.0185 0.0434 0.0093
Si -0.0081 -0.031 0.0096
Si -0.0111 -0.0301 0.0056
Si -0.0024 -0.0378 0.0077
Si -0.0145 0.0417 -0.0251
Si 0.0227 0.0453 -0.0213
Si -0.0043 0.0572 -0.0376
Si -0.0014 -0.0129 0.0005
Si 0.0673 -0.0177 -0.0034
Si 0.0162 -0.0676 0.021
Si -0.0116 0.0398 -0.0179
Si -0.0192 0.0482 0.0071
Si 0.0298 0.0337 0.004
Si -0.0071 -0.0379 0.0239
Si 0.0126 -0.0529 -0.0531
Si -0.0229 -0.0535 -0.0345
Si 0.0224 0.0508 0.0014
Si 0.0207 0.0252 0.0032
Si 0.0332 0.0392 -0.0286
Si -0.0192 0.0159 0.0531
Si -0.0154 -0.0651 -0.0505
Si -0.0425 -0.0811 0.0243
Si 0.0396 0.0758 0.0061
Si -0.0773 0.0573 0.0628
Si -0.0454 0.019 -0.0182
Si 0.023 -0.0787 -0.0053
Si 0.0208 -0.0205 -0.0412
Si -0.0253 -0.0517 0.0143
Si -0.0447 0.0678 -0.0134
Si -0.0514 0.0216 -0.0048
Si 0.0073 0.0699 -0.0008
Si -0.0599 0.0415 0.0299
Si 0.0021 -0.0088 0.0448
Si 0.0454 -0.0149 0.0191
Si -0.0199 0.009 0.0141
Si -0.0281 -0.0384 -0.0029
Si 0.0491 -0.0256 0.0023
Si -0.0209 -0.0023 0.0053
Si 0.0232 -0.0019 -0.0044
Si -0.0259 0.096 0.0106
Si 0.0112 -0.0292 0.0343
Si 0.0783 -0.0728 0.0609
Si -0.0572 -0.0326 0.0688
O 0.0118 -0.0281 -0.0096
O -0.0119 0.0054 -0.0182
O -0.0191 -0.0056 -0.0048
O -0.0108 0.0054 -0.0172
O 0.0082 -0.0153 -0.0061
O 0.0266 0.0027 -0.0183
O 0.02 0.0054 -0.0059
O 0.0191 -0.0139 -0.0086
O -0.027 -0.0008 0.0119
O 0.004 0.0054 0.0011
O -0.0118 -0.0021 -0.0179
O -0.0333 0.0252 0.0162
O -0.0208 0.0079 -0.0078
O -0.0584 0.006 -0.0617
O 0.0184 0.0078 0.0079
O -0.0151 -0.0076 0.0128
O 0.0155 0.0082 -0.0027
O -0.0092 -0.0134 0.006
O -0.0257 0.0037 -0.0105
O 0.0006 -0.0033 -0.017
O -0.0177 -0.0139 -0.0074
O 0.0015 0.0029 0.0056
O -0.0051 -0.005 -0.0194
O 0.0159 0.0266 -0.0093
Si -0.0002 0.0029 -0.0002
Si 0.0022 -0.0072 0.0078
Si -0.003 0.0037 -0.0008
Si 0.0033 0.0069 -0.0037
Si -0.0019 0.0021 0.0002
Si -0.0017 -0.0007 0.002
Si 0.0007 -0.0017 -0.0036
Si -0.003 -0.001 -0.0019
Si 0.0052 -0.0014 -0.0007
Si 0.0165 -0.006 -0.0037
Si 0.0028 -0.0004 0.0006
Si 0.0003 -0.0047 -0.0054
Si -0.0012 -0.0001 -0.002
Si 0.0039 -0.0028 0.0097
Si 0.0051 0.0031 -0.0105
Si 0.0025 -0.002 -0.001
Si 0.0023 0.0049 0.0023
Si -0.0013 -0.0008 0.0004
Si -0.0058 -0.0024 0.0017
Si -0.0018 -0.0008 0.0036
Si 0.0006 0.0039 0.0027
Si 0.0002 -0.0014 0.0008
Si -0.0056 0.0039 0.0044
Si 0 -0.0047 -0.0024
Si -0.0033 0.0002 -0.0013
Si -0.0065 -0.0049 -0.0038
Si -0.0004 0.0009 0.0043
Si 0.0066 -0.0046 -0.0055
Si 0.0012 0.0022 -0.0029
Si -0.0001 -0.0009 -0.0018
Si -0.0022 0.001 -0.0006
Si -0.007 -0.0011 0.0031
Si -0.0016 0.003 -0.0024
Si 0.0033 0.0015 -0.0027
Si -0.0036 -0.0005 -0.0074
Si 0.0022 -0.0252 -0.0148
Si -0.0007 0.0013 -0.0053
Si 0.0018 0.0012 0.0019
Si -0.0006 -0.0023 0.0007
Si -0.0027 -0.0006 -0.0039
O 0.0046 0.0113 0.0099
O -0.0001 -0.0083 -0.0131
O 0.0156 -0.0021 -0.0034
O -0.0198 -0.0032 0.016
O 0.0045 0.0349 0.0106
O 0.0004 -0.0004 -0.0215
O -0.0066 0.0017 0.001
O -0.0193 0.0015 -0.0246
O -0.0062 -0.0004 0.0105
O -0.0093 -0.0166 -0.009
O 0.0263 -0.0087 0.0032
O 0.0149 0.0161 0.0039
O 0.0069 0.0316 -0.0097
O 0.0002 -0.016 -0.0103
O -0.0026 -0.0023 0.0158
O 0.0236 -0.0029 -0.0032
O -0.0107 -0.0159 0.0313
O -0.0095 -0.0252 -0.0194
O -0.0074 -0.0117 -0.0103
O -0.0202 0.0095 0.0072
O 0.0256 0.0056 0.004
O 0.001 -0.0176 0.0014
O -0.0244 0.0137 -0.0134
O 0.0197 0.0211 0.0057
O 0.0062 0.0188 -0.0112
O 0.0085 -0.0099 0.0016
O 0.0121 -0.0192 0.0163
O -0.0031 0.0139 -0.0018
O -0.0294 -0.0144 0.001
O 0.0226 0.0095 -0.0078
O -0.008 0.0111 -0.0251
O -0.0104 0.0048 -0.012
O -0.0144 0.0343 -0.0074
O 0.0057 0.0002 -0.0001
O -0.0059 -0.0081 0.0064
O -0.0167 0.0125 0.0013
O 0.0036 -0.0134 0.0126
O 0.0247 -0.0032 0.0035
O -0.0031 0.0073 0.0347
O -0.0037 0.0264 0.0068
O 0.0249 -0.0159 -0.0046
O -0.0027 0.0042 0.0137
O 0.0093 0.0047 -0.0146
O -0.0079 0.0117 -0.0004
O -0.0166 -0.0214 -0.019
O -0.0143 0.035 -0.0132
O 0.0023 -0.019 0.0159
O -0.0067 -0.0065 -0.0127
O -0.0083 -0.001 0.0142
O -0.0147 -0.015 0.0083
O 0.0012 0.0037 0.0053
O 0.0018 -0.004 -0.022
O 0.0134 -0.0233 0.0118
O -0.0108 0.0229 -0.006
O 0.0016 0.0402 0.01
O 0.0063 0.0119 0.0008
O 0.0059 0.016 -0.0053
O -0.0158 -0.0029 -0.0002
O 0.0179 0.0024 -0.0043
O 0.0144 -0.0256 0.0012
O -0.0179 -0.0219 0.0113
O 0.0067 0.023 0.0069
O -0.0074 0.0063 -0.0213
O 0.008 0.0055 0.0181
O 0.0133 0.0001 0.008
O -0.005 0.006 -0.0036
O 0.0154 -0.001 0.0157
O 0.0109 0.0048 -0.0039
O 0.0359 -0.0096 0.0409
O -0.0007 -0.0219 -0.0006
O 0.0574 0.0374 0.0281
O 0.0027 -0.013 0.0068
O -0.0016 0.0054 0.0135
O -0.0123 -0.0012 -0.0006
O 0.0207 -0.0094 -0.0031
O 0.0577 -0.007 -0.0106
O 0.0143 -0.0067 0.0049
O 0.0015 0.003 -0.0054
O -0.0019 0.038 0.0164
O 0.0093 0.0026 -0.0123
O 0.0134 0.0061 -0.0178
O -0.0202 -0.0075 0.0028
O -0.0316 -0.0161 -0.0057
O 0.0003 0.0017 -0.0079
O -0.0155 -0.0133 0.0138
O -0.0117 0.0046 0.001

The program warned: the cutoff lies below the one the program advises for these potential files; the exchange-correlation potential is rough where the density is thin.
